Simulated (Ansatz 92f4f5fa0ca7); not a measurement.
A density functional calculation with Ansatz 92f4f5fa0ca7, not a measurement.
Periodic cell of 224 atoms, Si133O90H1, from a study of silicon, its oxide and their interface. The atomic structure is a simulated model.
Doubt: the cutoff is far below the 930 eV that the study's wrapper takes by default for these files, so forces and energies are approximate.
This geometry differs little from another in the collection (a relaxation step or a small displacement).

Settings: functional PBE; potential files Ansatz PAW; basis plane waves; wave-function cutoff 580 eV; density cutoff ratio 5; exchange-correlation grid ratio 1; k mesh 1 x 1 x 1, Gamma-centred; self-consistency stop 5e-08 eV per atom in the density residual; occupations fixed; spin none; net charge +1 e, with a uniform compensating background and no finite-size correction.

Cell vectors (angstrom)
a	10.938	0	0
b	0	10.938	0
c	0	0	32.2261

Atoms and the computed forces on them: element, x, y, z (angstrom), force x, y, z (eV/angstrom)
Si	0.1365	-0.2582	24.8723	-0.0013	0.0149	0.0227
Si	5.2391	0.0725	24.892	-0.0017	-0.0151	-0.0322
Si	3.1274	2.4482	24.7464	-0.0143	-0.0039	0.0232
Si	7.8392	2.9207	24.6926	0.016	-0.0303	-0.0202
Si	-0.3133	5.5623	24.5558	-0.0131	0.0034	-0.0358
Si	5.816	5.385	24.5755	-0.0058	-0.0093	0.0446
Si	2.3141	8.4098	24.7981	0.0167	0.0211	-0.0422
Si	8.5693	7.9328	24.9541	-0.0329	0.0143	0.0949
Si	1.3948	1.3899	26.0161	-0.016	0.0141	-0.0102
Si	6.8004	1.3359	26.1115	0.0342	0.0001	0.0135
Si	4.185	4.1786	25.9461	-0.0156	0.0111	-0.0167
Si	9.5108	4.0304	25.9756	0.0265	-0.0329	0.0223
Si	1.2685	6.7121	26.0117	0.0324	-0.0219	0.0118
Si	6.8883	6.8006	26.1207	0.0034	0.0218	-0.0187
Si	4.0014	9.4699	26.1142	0.0063	-0.0245	0.0132
Si	9.6513	9.5098	26.2846	-0.0045	-0.0109	-0.0144
Si	2.7147	0.0041	27.4517	0.0023	0.0153	0.014
Si	8.2082	-0.0016	27.4682	0.0032	-0.0103	0.0008
Si	-0.001	2.7341	27.3878	0.0064	-0.0043	-0.0004
Si	5.4585	2.769	27.434	-0.0104	-0.0018	0.0172
Si	2.75	5.4509	27.3749	0.0097	-0.0101	0.0106
Si	8.2399	5.4177	27.4521	-0.0197	0.019	0.0184
Si	0.068	8.1071	27.5209	-0.0233	0.0295	0.022
Si	5.4699	8.1755	27.4376	0.0181	-0.0086	-0.0002
Si	4.1018	1.3673	28.8079	-0.0666	0.1626	-0.0507
Si	9.5708	1.3673	28.8079	0.145	0.1515	-0.0648
Si	1.3673	4.1018	28.8079	0.0481	-0.006	-0.4048
Si	6.8362	4.1018	28.8079	0.0869	-0.1087	0.1616
Si	4.1018	6.8362	28.8079	-0.1164	-0.1853	-0.1555
Si	9.5708	6.8362	28.8079	-0.0668	-0.3726	0.4126
Si	1.3673	9.5708	28.8079	0.2159	-0.12	0.3321
Si	6.8362	9.5708	28.8079	-0.1682	-0.0237	-0.002
Si	0	0	30.1751	-0.0511	-0.0578	-0.012
Si	5.469	0	30.1751	0.0054	-0.003	-0.015
Si	2.7345	2.7345	30.1751	-0.0341	-0.06	-0.027
Si	8.2035	2.7345	30.1751	-0.0463	0.03	0.0089
Si	0	5.469	30.1751	-0.1022	0.0572	0.0203
Si	5.469	5.469	30.1751	-0.0178	-0.0243	-0.0219
Si	2.7345	8.2035	30.1751	0.0451	0.128	0.0178
Si	8.2035	8.2035	30.1751	-0.0045	-0.0724	-0.0292
Si	1.3673	1.3673	31.5424	0.0633	0.0299	0.0012
Si	6.8362	1.3673	31.5424	0.0399	-0.015	-0.0228
Si	4.1018	4.1018	31.5424	0.0179	0.0038	-0.0193
Si	9.5708	4.1018	31.5424	0.0817	-0.0352	-0.0265
Si	1.3673	6.8362	31.5424	0.0171	-0.0335	-0.0407
Si	6.8362	6.8362	31.5424	-0.0316	0.0385	-0.014
Si	4.1018	9.5708	31.5424	-0.0071	-0.0635	-0.018
Si	9.5708	9.5708	31.5424	-0.0457	0.0042	-0.0131
Si	2.7345	0	0.6835	0.0138	-0.0609	-0.0003
Si	8.2035	0	0.6835	-0.0112	-0.0026	0.0329
Si	0	2.7345	0.6835	-0.1458	0.049	0.019
Si	5.469	2.7345	0.6835	0.0106	0.0049	0.0085
Si	2.7345	5.469	0.6835	-0.0326	0.0691	0.0165
Si	8.2035	5.469	0.6835	0.0127	0.0071	0.0094
Si	0	8.2035	0.6835	0.0172	-0.0289	0.0179
Si	5.469	8.2035	0.6835	-0.009	0.0429	0.0115
Si	4.1018	1.3673	2.0507	-0.0458	0.0386	0.0354
Si	9.5708	1.3673	2.0507	0.0722	0.0236	-0.0137
Si	1.3673	4.1018	2.0507	0.0848	-0.0077	0.0151
Si	6.8362	4.1018	2.0507	-0.0973	-0.0465	0.0297
Si	4.1018	6.8362	2.0507	0.089	-0.0078	-0.0084
Si	9.5708	6.8362	2.0507	-0.0182	0.0209	0.007
Si	1.3673	9.5708	2.0507	0.1396	0.11	0.0293
Si	6.8362	9.5708	2.0507	0.0196	-0.1223	-0.0006
Si	0	0	3.418	0.3099	0.5729	-0.1241
Si	5.469	0	3.418	0.0338	0.0322	0.6659
Si	2.7345	2.7345	3.418	-0.0918	-0.2693	-0.1268
Si	8.2035	2.7345	3.418	-0.2703	-0.4463	0.1012
Si	0	5.469	3.418	-0.1224	0.0313	0.1075
Si	5.469	5.469	3.418	-0.3581	-0.1627	-0.3255
Si	2.7345	8.2035	3.418	0.4409	0.6012	-0.0947
Si	8.2035	8.2035	3.418	-0.1464	0.0807	-0.3912
Si	1.3856	1.4013	4.8615	-0.0108	0	-0.0099
Si	6.8383	1.359	4.899	0.008	0.0103	-0.0012
Si	4.0763	4.0751	4.7621	0.016	0.0077	-0.0207
Si	9.554	4.0595	4.7624	-0.0421	-0.0079	-0.0387
Si	1.3664	6.9159	4.7253	0.0364	0.01	0.0053
Si	6.8088	6.8429	4.7131	-0.0037	-0.024	-0.0315
Si	4.0955	9.6142	4.8941	0.0065	-0.017	-0.0108
Si	9.5228	9.6574	4.7021	0.0443	0.0076	-0.0026
Si	2.7743	0.1531	6.386	0.0295	0.0494	0.06
Si	8.3146	-0.0361	6.2911	-0.0222	-0.0128	0.0235
Si	0.0063	2.8161	6.2291	0.0005	-0.0361	0.0465
Si	5.4242	2.7878	6.2417	0.0006	0.0056	0.0229
Si	2.6924	5.5028	6.0267	-0.0322	-0.0057	0.0074
Si	8.1409	5.4338	6.0159	-0.0118	0.0103	0.0266
Si	0.0194	8.4037	5.9907	-0.0187	0.0384	0.082
Si	5.5565	8.1878	6.1694	0.0002	0.0034	0.0159
Si	4.0894	1.6462	7.8545	-0.0186	-0.0308	-0.1242
Si	9.8164	1.2821	7.6809	0.1004	-0.0601	-0.2946
Si	0.9184	4.706	7.3837	0.009	0.0304	-0.0148
Si	6.6256	4.3654	7.504	0.0086	0.0348	-0.0904
Si	4.3473	6.518	7.3169	0.0364	0.0007	-0.0427
Si	9.5638	6.9134	7.0647	0.0129	0.0334	-0.0586
Si	1.1176	9.8614	7.5518	-0.1582	0.1031	-0.3102
Si	7.3761	9.0538	7.4715	-0.0275	0.0359	-0.0418
O	9.5721	6.809	24.264	0.0232	-0.0219	-0.0106
O	4.1752	1.2246	24.4204	0.0034	0.004	0.0007
O	8.5182	7.9164	7.9222	0.0174	-0.0135	0.0383
O	3.2591	2.4979	9.0207	-0.0409	0.0443	0.0545
O	6.8232	4.127	24.1767	-0.0106	0.015	0.0011
O	2.8318	7.7006	23.4205	-0.0086	-0.0086	-0.0034
O	5.4724	5.4715	7.9221	-0.0152	-0.0022	0.0384
O	0.1509	0.1688	8.5713	0.0829	-0.0339	0.0834
O	7.2291	3.7762	8.9159	0.009	-0.0143	0.0347
O	6.7872	9.6059	8.8978	-0.0175	0.0102	0.0181
O	10.6653	5.8494	7.7923	0.0536	-0.045	0.021
O	1.5577	8.8548	8.7561	0.0684	-0.1498	0.2696
O	5.2418	0.828	8.718	0.0359	-0.0345	0.0399
O	1.422	4.3496	8.8852	0.0007	-0.0008	0.0025
O	9.1374	1.9945	8.9734	-0.1398	0.1268	0.2459
O	3.4378	6.9479	8.6139	0.001	-0.0287	0.0024
O	7.9751	8.7884	23.7183	-0.0261	0.0346	-0.0518
O	8.3291	2.1885	23.3044	0.0115	-0.0109	-0.0031
O	5.4844	6.2781	23.2134	-0.0087	0.0391	-0.0563
O	2.8252	2.9854	23.2234	-0.0044	-0.0038	-0.0299
O	12.1902	-1.3491	24.324	0.0015	-0.0166	-0.0022
O	0.0605	4.8886	23.0781	0.0177	-0.0176	-0.0183
O	4.0421	7.4109	21.1911	-0.01	-0.0027	0.0094
O	10.9626	21.0509	20.7965	0.0032	-0.0051	0.0062
Si	5.3734	4.8445	16.7165	0.0016	-0.0008	0.0112
Si	0.5359	8.7667	20.0702	0.0042	-0.0026	-0.0033
Si	6.071	9.3204	12.1531	-0.0196	0.0085	0.0052
Si	13.3474	4.8849	12.6658	0.0021	-0.0071	0.0124
Si	8.648	2.9758	12.8744	0.0068	-0.0202	0.0059
Si	9.8733	0.0248	12.7545	0.0029	0.0155	0.0157
Si	2.0764	3.2672	9.8802	-0.0399	-0.0573	0.0002
Si	2.5884	-3.728	21.8879	0.0184	-0.02	0.0036
Si	17.7019	7.0242	15.5221	0.0135	0.0031	0.0089
Si	7.0772	11.113	18.6516	-0.0003	0.0004	-0.0049
Si	8.5376	3.3278	9.7896	0.0275	0.0081	-0.0194
Si	3.4845	13.1024	14.0169	-0.0072	0.0014	0.0082
Si	5.8125	0.4615	14.3644	0.0105	-0.0024	0.0089
Si	6.9739	5.9626	19.2643	-0.0126	0.0002	0.0013
Si	0.8091	4.7791	21.5976	0.0066	-0.0004	-0.0059
Si	13.6659	-0.988	18.2218	-0.0051	-0.004	0
Si	3.3215	2.8214	17.0793	0.0038	-0.007	-0.0031
Si	5.3943	10.2858	9.3692	0.016	0.0147	-0.0582
Si	9.5155	6.5493	16.5287	0.0035	-0.0064	-0.0004
Si	16.4786	7.0532	21.748	0.0063	0.0133	0.0103
Si	9.7926	4.7835	19.0761	0.0127	0.0036	0.0082
Si	1.8759	-0.3379	12.734	-0.0101	-0.0101	0.0228
Si	5.1987	20.514	16.5932	-0.0006	0.0041	0.0036
Si	8.4467	8.1007	12.955	0.0107	0.0144	0.0228
Si	11.4368	0.56	10.3052	0.001	0.0656	-0.1524
Si	7.0113	9.5994	22.7189	0.0083	0.0065	-0.0087
Si	11.3243	11.6767	20.8791	-0.0128	0.0041	-0.0049
Si	-0.6255	-5.2542	13.5426	0.0051	-0.0145	0.0184
Si	4.4247	1.1602	19.5796	-0.0039	0.011	-0.0034
Si	3.0055	8.3305	9.3158	0.0135	0.0325	-0.044
Si	0.9978	1.3308	17.8156	0.0038	0.0029	0.0099
Si	3.3668	7.9062	12.4169	-0.0088	0.0001	0.0184
Si	2.5111	2.31	21.7707	-0.0013	0.0276	0.0046
Si	7.2986	2.7215	15.4178	0.0025	-0.0008	0.0068
Si	8.81	8.4368	18.5907	-0.0003	0.001	-0.0024
Si	9.0534	0.9147	22.5973	-0.0196	-0.0111	0.0022
Si	9.2445	2.2024	17.5487	0	0.0049	0.0003
O	6.1688	8.3134	16.2997	-0.0032	0.0024	-0.0048
O	5.0136	1.7021	13.6412	0.0003	-0.0011	-0.0117
O	13.1121	5.6507	21.7618	0.0052	0.0215	0.0174
O	6.5064	10.4265	13.2596	0.0016	0.0181	0.0054
O	2.5088	9.136	13.1345	-0.0026	0.0038	-0.0062
O	1.6428	0.9258	21.9232	-0.0047	-0.003	0.0073
O	2.8984	8.0268	10.8702	0.0032	-0.0135	0.0655
O	3.5391	-0.217	19.4238	-0.0004	-0.0052	0.0048
O	10.3054	-4.7467	15.1236	-0.0042	0.0054	0.003
O	9.5757	-4.0125	12.7035	0.0004	-0.001	-0.0159
O	3.8182	4.3762	16.9309	0.0007	0.0002	-0.0022
O	8.205	9.9319	18.8976	-0.0004	0.0008	0.005
O	9.4058	8.1301	17.0533	0.0007	0.0015	-0.0051
O	14.3335	2.0659	15.6306	-0.0009	0.0041	0.0129
O	7.4643	7.5879	14.1607	-0.013	-0.0087	0.004
O	11.8494	5.3889	13.0726	-0.0101	0.0044	-0.0148
O	4.9311	8.2696	12.6557	0.0139	-0.0029	-0.0117
O	6.2128	6.0277	20.6941	0.0132	-0.0097	-0.0072
O	9.928	14.1683	18.6107	-0.0023	-0.0037	0.0006
O	5.5223	5.947	15.4939	0.0004	-0.0006	-0.0098
O	7.5614	7.4336	18.884	0.0055	0.0035	0.0035
O	1.5945	8.9566	18.8381	0.0089	0.0069	-0.0042
O	12.3466	3.3379	21.1335	0.0015	-0.0105	0.013
O	8.1472	2.9125	11.3122	-0.0078	-0.0084	0.0475
O	10.0786	-2.8526	19.5704	-0.0101	-0.001	0.003
O	-0.2094	-5.7758	20.3672	-0.0206	0	-0.0135
O	6.0445	10.5744	17.5324	0.001	-0.0022	-0.0007
O	3.2268	6.3176	12.8003	0.0014	-0.0013	-0.0193
O	6.0156	0.7433	19.8029	0.0056	-0.0011	0.0062
O	10.1645	5.6941	17.7571	-0.0019	0.0034	-0.0028
O	1.7118	-0.2492	11.052	0.0252	-0.0283	0.014
O	8.2219	4.9479	19.4631	0.0042	-0.0018	0.0067
O	6.1476	14.4246	16.2515	-0.0032	0.0057	-0.0039
O	11.8126	1.2243	19.4236	0.0038	0.0006	-0.0111
O	7.398	14.1998	13.8783	-0.0104	0.0019	-0.0012
O	4.8373	10.4151	15.2351	-0.0002	-0.0085	0.0009
O	9.633	4.2358	13.1969	0.0031	0.0124	-0.012
O	8.7269	2.9364	16.1823	0.0033	-0.001	0.0008
O	7.9407	6.157	16.2723	-0.0001	-0.0002	-0.0046
O	4.2384	2.0655	18.2167	-0.0032	0.0025	-0.0013
O	4.0829	9.4627	8.8569	0.007	-0.0059	0.0046
O	5.4281	-0.6852	10.9751	0.008	-0.0166	0.0437
O	9.9415	12.419	21.35	0.0222	0.0044	-0.0065
O	1.74	2.7561	17.4902	0.0016	-0.0011	0.0004
O	10.1086	0.2464	23.65	-0.0259	0.0153	-0.0217
O	6.3698	8.4766	21.7275	-0.0129	-0.0206	0.0058
O	2.5031	4.1492	11.1797	0.0029	0.0224	0.0031
O	-1.6781	1.4706	13.2222	-0.0063	0.0108	-0.0109
O	2.6261	11.9535	13.2225	0.0092	0.0096	-0.0087
O	-0.4749	23.0676	17.1308	-0.0024	-0.0007	-0.0024
O	7.9525	10.762	22.0485	0.0046	0.0035	0.0119
O	6.9621	1.1205	15.3137	0.0021	-0.0004	-0.0062
O	1.9426	0.1036	17.2827	0.0035	-0.0018	-0.0028
O	9.6186	4.5153	9.9761	-0.0052	-0.0016	-0.0219
O	14.7353	9.1183	17.3015	0.0011	0.0012	-0.0016
O	0.4086	-0.1857	13.4037	0.0122	0.0005	-0.0142
O	10.0663	0.1824	11.0912	-0.0328	-0.0089	0.0348
O	7.3839	-2.5163	11.7271	0.0082	-0.0039	-0.0139
O	0.9287	2.1293	10.2564	0.0238	-0.0056	-0.0115
O	3.8494	2.0234	20.8652	0.0159	-0.0112	-0.0047
O	16.7295	10.3278	23.5076	0.0107	-0.013	0.0017
O	1.326	7.9588	21.2195	-0.0134	0.0077	0.0033
O	5.9198	5.4344	18.136	-0.0001	-0.0023	-0.0035
O	13.985	3.7006	13.615	0.0069	-0.0107	-0.0053
O	7.9598	1.463	18.2062	0.0023	0.0001	0.0026
O	9.1308	-1.3583	13.1932	-0.0079	-0.0173	-0.0158
H	9.9794	5.0305	9.2251	-0.003	-0.0033	0.0239

Results
free energy: -135753.308 eV
free energy less fixed offsets of H -15.97, O -568.88, Si -635.61 eV per atom: -2.008 eV

The program warned: the cutoff lies below the one the program advises for these potential files; the exchange-correlation potential is rough where the density is thin.
